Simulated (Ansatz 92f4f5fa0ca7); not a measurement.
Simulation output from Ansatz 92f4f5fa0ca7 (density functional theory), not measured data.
Periodic cell of 284 atoms, Si196O88, from a study of silicon, its oxide and their interface. The atomic structure is a simulated model.
Doubt: the cutoff is far below the 930 eV that the study's wrapper takes by default for these files, so forces and energies are approximate.
This geometry differs little from another in the collection (a relaxation step or a small displacement).

Settings
functional: PBE
potential files: Ansatz PAW
basis: plane waves
wave-function cutoff: 580 eV
density cutoff ratio: 5
exchange-correlation grid ratio: 1
k mesh: 1 x 1 x 1, Gamma-centred
self-consistency stop: 5e-08 eV per atom in the density residual
occupations: fixed
spin: none
net charge: 0

Cell vectors (angstrom)
a	10.938	0	0
b	0	10.938	0
c	0	0	43.3262

Atoms: element, x, y, z (angstrom)
Si	0	0	41.2742
Si	5.469	0	41.2742
Si	2.7345	2.7345	41.2742
Si	8.2035	2.7345	41.2742
Si	0	5.469	41.2742
Si	5.469	5.469	41.2742
Si	2.7345	8.2035	41.2742
Si	8.2035	8.2035	41.2742
Si	1.3673	1.3673	42.6414
Si	6.8362	1.3673	42.6414
Si	4.1018	4.1018	42.6414
Si	9.5708	4.1018	42.6414
Si	1.3673	6.8362	42.6414
Si	6.8362	6.8362	42.6414
Si	4.1018	9.5708	42.6414
Si	9.5708	9.5708	42.6414
Si	2.7345	0	38.5397
Si	8.2035	0	38.5397
Si	0	2.7345	38.5397
Si	5.469	2.7345	38.5397
Si	2.7345	5.469	38.5397
Si	8.2035	5.469	38.5397
Si	0	8.2035	38.5397
Si	5.469	8.2035	38.5397
Si	4.1018	1.3673	39.9069
Si	9.5708	1.3673	39.9069
Si	1.3673	4.1018	39.9069
Si	6.8362	4.1018	39.9069
Si	4.1018	6.8362	39.9069
Si	9.5708	6.8362	39.9069
Si	1.3673	9.5708	39.9069
Si	6.8362	9.5708	39.9069
Si	0	0	3.417
Si	5.469	0	3.417
Si	2.7345	2.7345	3.417
Si	8.2035	2.7345	3.417
Si	0	5.469	3.417
Si	5.469	5.469	3.417
Si	2.7345	8.2035	3.417
Si	8.2035	8.2035	3.417
Si	1.3673	1.3673	4.7843
Si	6.8362	1.3673	4.7843
Si	4.1018	4.1018	4.7843
Si	9.5708	4.1018	4.7843
Si	1.3673	6.8362	4.7843
Si	6.8362	6.8362	4.7843
Si	4.1018	9.5708	4.7843
Si	9.5708	9.5708	4.7843
Si	2.7345	0	0.6825
Si	8.2035	0	0.6825
Si	0	2.7345	0.6825
Si	5.469	2.7345	0.6825
Si	2.7345	5.469	0.6825
Si	8.2035	5.469	0.6825
Si	0	8.2035	0.6825
Si	5.469	8.2035	0.6825
Si	4.1018	1.3673	2.0497
Si	9.5708	1.3673	2.0497
Si	1.3673	4.1018	2.0497
Si	6.8362	4.1018	2.0497
Si	4.1018	6.8362	2.0497
Si	9.5708	6.8362	2.0497
Si	1.3673	9.5708	2.0497
Si	6.8362	9.5708	2.0497
Si	10.8118	0.4467	30.6566
Si	5.7443	10.7537	30.2722
Si	2.5244	3.0808	30.4453
Si	8.5807	2.5771	30.3217
Si	0.3295	5.3117	30.3755
Si	5.4173	5.7595	30.2749
Si	3.1927	7.9875	30.3897
Si	7.9913	8.5306	30.2926
Si	1.4109	1.6022	31.9245
Si	6.9222	1.4173	31.5911
Si	4.1995	4.2139	31.6455
Si	9.6651	4.1747	31.6938
Si	1.5023	6.896	31.6656
Si	6.8955	6.9504	31.6742
Si	4.2264	9.6299	31.7094
Si	9.5857	9.6551	31.6693
Si	2.7937	0.0557	33.0583
Si	8.2214	0.0558	33.0738
Si	0.0128	2.8977	33.2319
Si	5.5301	2.7727	32.9799
Si	2.8213	5.5299	33.0896
Si	8.2479	5.5346	33.0141
Si	0.0487	8.2506	32.9924
Si	5.5365	8.262	33.1188
Si	4.1711	1.4205	34.4033
Si	9.5836	1.4213	34.474
Si	1.4449	4.2097	34.5181
Si	6.8778	4.1419	34.3817
Si	4.1589	6.8929	34.4775
Si	9.6234	6.8841	34.392
Si	1.4	9.6099	34.3915
Si	6.8838	9.6277	34.4824
Si	0.0308	0.0238	35.7935
Si	5.4899	0.047	35.8167
Si	2.7888	2.7584	35.8071
Si	8.205	2.7797	35.8128
Si	0.0194	5.5381	35.827
Si	5.5142	5.4843	35.8014
Si	2.7478	8.2491	35.8042
Si	8.2527	8.2257	35.7996
Si	1.3954	1.3897	37.1655
Si	6.8543	1.3976	37.1827
Si	4.1363	4.1248	37.1772
Si	9.5901	4.1341	37.1711
Si	1.3941	6.8776	37.1858
Si	6.8696	6.8581	37.1672
Si	4.1206	9.6007	37.1721
Si	9.6014	9.594	37.1724
Si	2.7146	-0.0291	6.1449
Si	8.1648	-0.0263	6.1474
Si	-0.0319	2.7115	6.143
Si	5.4457	2.6998	6.1525
Si	2.702	5.4401	6.1513
Si	8.1801	5.43	6.1425
Si	-0.0219	8.1694	6.1483
Si	5.4312	8.1748	6.1389
Si	4.0812	1.317	7.5202
Si	9.5158	1.3559	7.5017
Si	1.3278	4.0642	7.5168
Si	6.8257	4.0451	7.5138
Si	4.0731	6.7997	7.5094
Si	9.5566	6.7702	7.5059
Si	1.3533	9.528	7.5066
Si	6.7709	9.5473	7.5043
Si	-0.0589	-0.0374	8.8125
Si	5.4195	-0.0466	8.9342
Si	2.6867	2.6706	8.8628
Si	8.1495	2.6739	8.9339
Si	-0.0506	5.3872	8.917
Si	5.4333	5.3947	8.8496
Si	2.7152	8.1596	8.8947
Si	8.118	8.1159	8.7949
Si	1.2989	1.2911	10.2252
Si	6.7705	1.3145	10.3272
Si	4.0798	4.0129	10.2245
Si	9.516	4.0199	10.3163
Si	1.3441	6.769	10.2276
Si	6.7963	6.7509	10.2232
Si	4.0622	9.5009	10.3112
Si	9.4456	9.5303	10.0908
Si	2.5793	-0.1401	11.638
Si	8.1328	-0.1394	11.6045
Si	-0.0546	2.6207	11.6659
Si	5.3231	2.6041	11.7164
Si	2.7416	5.4055	11.5823
Si	8.0733	5.3404	11.6635
Si	-0.1759	8.1317	11.3955
Si	5.4462	8.0926	11.6399
Si	3.6604	1.4312	13.0097
Si	9.7301	0.9498	12.9181
Si	1.6044	3.8154	12.8599
Si	6.4439	4.219	13.0247
Si	4.2941	6.5389	12.9853
Si	9.2855	6.9966	12.805
Si	0.9042	9.5877	12.8339
Si	7.0455	9.19	12.9846
O	1.4165	4.1711	29.8558
O	6.8639	9.6322	29.7618
O	2.6395	2.6618	13.4275
O	8.2009	8.0872	13.3985
O	5.3705	5.3868	13.5308
O	-0.0969	-0.1697	13.4524
O	4.2631	6.8598	29.8113
O	9.7219	1.4458	29.8808
O	1.3343	8.5484	14.0415
O	1.1521	4.6643	14.2027
O	8.8988	1.5021	14.2378
O	6.4628	9.7134	14.4382
O	4.0547	0.6997	14.4361
O	3.6892	7.3373	14.3026
O	7.0461	3.4722	14.3876
O	10.1396	6.5144	14.1257
O	3.1586	2.3199	29.1382
O	4.9842	0.3955	28.9124
O	8.0395	3.2721	28.9154
O	10.5731	5.9716	29.0218
O	8.5809	7.7609	28.9404
O	2.6752	8.7548	29.0238
O	6.1813	5.2021	28.8994
O	1.0344	10.819	29.6448
Si	2.4876	8.1074	15.1021
Si	8.1453	5.5285	19.5197
Si	4.169	4.4302	20.9443
Si	4.3669	1.7464	28.2177
Si	9.3818	1.0956	24.9669
Si	9.6853	1.1413	22.0781
Si	1.3474	9.5989	28.6372
Si	9.9981	8.0821	19.0929
Si	0.8715	6.4161	17.261
Si	0.5222	9.9241	21.0393
Si	4.5506	1.8888	22.727
Si	5.6075	8.9861	19.8951
Si	7.9542	10.5207	18.3638
Si	3.7117	0.0039	15.8752
Si	6.3774	9.5891	16.0604
Si	0.9659	10.6323	25.7881
Si	3.3456	0.1815	20.4768
Si	2.8625	2.0721	18.0225
Si	5.8804	6.9593	17.7181
Si	6.767	3.8933	28.0889
Si	10.6938	4.109	22.021
Si	8.4881	2.9156	14.9348
Si	3.5734	6.5741	23.1124
Si	7.1644	0.076	23.2838
Si	5.0995	4.1849	18.0503
Si	1.7793	4.5934	24.5379
Si	1.4604	4.1669	19.4051
Si	8.0319	5.4015	22.5839
Si	8.2281	4.0818	25.2428
Si	10.0567	7.3693	28.3502
Si	10.446	6.4097	25.3945
Si	10.6702	5.1515	14.8231
Si	0.9408	8.3607	23.6915
Si	2.9401	1.9591	25.4086
Si	6.321	7.9744	22.7573
Si	7.917	2.7717	18.0282
O	6.2201	8.1256	21.1353
O	8.186	0.4845	22.0605
O	7.1772	6.2938	18.4506
O	5.1176	4.6025	19.635
O	3.545	1.2303	19.2485
O	6.7345	9.4421	23.3436
O	2.1162	3.3608	25.5474
O	5.1331	10.5353	16.5744
O	1.5359	5.5119	18.4627
O	-0.0919	5.3983	16.4158
O	5.891	1.0269	22.9975
O	9.0533	2.6579	25.3653
O	2.7428	3.9297	20.3743
O	1.1911	9.205	25.0494
O	1.6004	10.3333	27.2372
O	9.3072	6.6918	19.6488
O	10.5148	0.3146	20.9574
O	10.6092	7.3906	24.0839
O	3.7582	1.4974	26.7337
O	-0.0306	7.6555	17.8119
O	7.2116	4.2069	26.5327
O	9.2552	5.3294	25.2997
O	2.2548	7.553	23.1268
O	3.1898	5.3429	24.1291
O	1.8764	0.7982	25.0264
O	7.6817	10.2715	16.7673
O	6.2491	7.991	16.4909
O	6.3397	3.1468	17.8258
O	6.687	10.0252	19.261
O	5.081	5.6118	17.2094
O	0.2672	4.3864	20.4923
O	2.9449	9.5148	15.7658
O	0.0283	8.5869	20.285
O	9.1328	9.4326	18.73
O	5.0686	7.8907	18.8005
O	4.8128	3.3033	21.9411
O	7.5278	5.2082	21.0227
O	10.103	7.2682	26.7325
O	1.9124	10.3912	20.3732
O	0.0781	8.6058	28.7513
O	7.5342	4.2875	23.7358
O	3.4845	0.9887	21.8825
O	3.965	2.2136	24.1893
O	0.9546	4.0985	23.169
O	7.4919	6.8717	23.0762
O	3.7903	3.3459	17.5912
O	5.5724	2.8097	28.0588
O	10.3539	0.2643	26.0001
O	4.9082	7.4719	23.4557
O	1.4289	2.7795	18.4807
O	2.7857	1.0293	16.764
O	8.5565	4.0301	18.9073
O	0.9222	5.6084	25.4827
O	4.4121	9.9067	20.4558
O	7.9194	0.385	24.7137
O	0.5761	9.4804	22.5909
O	9.8007	2.7443	21.8314
O	8.1626	1.2233	18.6208
O	9.6644	5.2908	22.4745
O	1.9813	7.0861	16.2693
O	9.598	3.9984	14.4795
O	8.5619	2.7534	16.5376
O	10.2609	0.9836	23.5941
O	3.9322	5.8744	21.6722

Results
free energy: -174648.660 eV
free energy less fixed offsets of O -568.88, Si -635.61 eV per atom: -7.660 eV

Forces (eV/angstrom), in the order of the atoms: element, x, y, z
Si	0.0409	0.0183	0.002
Si	0.0066	0.0202	-0.0036
Si	0.0209	0.0034	0.0002
Si	0.0174	0.0288	-0.0052
Si	0.0118	0.0242	-0.0024
Si	0.0287	0.0161	-0.0017
Si	0.0117	0.0319	-0.0065
Si	0.0233	0.0084	-0.0033
Si	-0.0234	0.0031	0.0013
Si	0.0007	-0.0106	0.0009
Si	-0.0137	-0.0005	-0.0049
Si	0	-0.0158	0.0034
Si	0.0007	-0.01	0.0015
Si	-0.0141	-0.0002	-0.0019
Si	-0.0002	-0.0164	0.0033
Si	-0.0096	0.0005	-0.0071
Si	0.0279	0.0707	0.0444
Si	0.0826	0.0632	-0.0283
Si	0.0556	0.0709	-0.0882
Si	0.0498	0.0699	0.1411
Si	0.0745	0.0629	-0.0246
Si	0.0599	0.0821	0.0606
Si	0.0809	0.1529	0.139
Si	0.0638	0.0495	-0.0933
Si	-0.0335	-0.0007	-0.0004
Si	-0.0101	-0.0344	0.0023
Si	-0.018	-0.0229	-0.0024
Si	-0.0257	-0.0236	0.0022
Si	-0.0148	-0.0303	0.0018
Si	-0.0167	-0.0172	-0.0045
Si	-0.0549	-0.0053	0.0147
Si	-0.0166	-0.0184	-0.0045
Si	0.0325	0.016	-0.0023
Si	0.0311	0.019	-0.0034
Si	0.0188	0.0239	-0.005
Si	0.0388	0.0148	-0.0027
Si	0.0154	0.0205	-0.0075
Si	0.0202	0.0242	-0.0001
Si	0.0176	0.0361	-0.01
Si	0.0318	0.0114	-0.0066
Si	-0.0683	-0.0735	0.0017
Si	-0.1008	-0.0725	-0.0983
Si	-0.0585	-0.0981	0.0491
Si	-0.0405	-0.0681	-0.1597
Si	-0.0507	-0.0917	-0.0794
Si	-0.0355	-0.0751	0.0037
Si	-0.113	-0.0927	-0.1461
Si	-0.0805	-0.0779	0.0504
Si	-0.0005	0.014	-0.0014
Si	0.0158	-0.0062	0.0019
Si	0.0193	0.001	0.0062
Si	-0.0006	0.0122	-0.001
Si	0.0118	-0.0023	0.0028
Si	0.004	0.0139	-0.0006
Si	-0.0053	0.0158	-0.0062
Si	0.0145	0.0011	0.0039
Si	-0.0185	-0.0322	0.0036
Si	-0.0325	-0.0136	0.0022
Si	-0.0264	-0.0062	0.0041
Si	-0.0143	-0.0286	0.004
Si	-0.0276	-0.0098	0.003
Si	-0.0039	-0.0207	0.0005
Si	-0.0233	-0.0401	-0.0008
Si	-0.0267	-0.0111	0.0039
Si	-0.0125	0.0083	-0.0039
Si	-0.0105	0.02	-0.0014
Si	0.0143	-0.0151	0.0054
Si	-0.0045	0.0352	-0.0205
Si	-0.0361	0.0071	-0.0123
Si	0.0112	0	-0.0093
Si	0.0009	0.0283	-0.0186
Si	0.002	-0.0124	-0.0083
Si	0.0088	0.026	0.0407
Si	-0.0093	-0.0228	-0.0122
Si	-0.024	-0.0013	-0.0082
Si	0.0125	-0.0435	0.0414
Si	-0.0052	-0.0229	-0.002
Si	-0.0136	-0.0076	0.0238
Si	0.0016	-0.0132	0.0285
Si	-0.0243	-0.0039	0.0023
Si	0.0147	0.0181	-0.0574
Si	0.0086	0.0113	0.062
Si	-0.018	0.0115	0.0859
Si	0.024	0.0121	-0.0695
Si	0.0451	0.051	0.0627
Si	0.0187	0.0106	-0.0741
Si	0.0142	0.0093	-0.07
Si	0.0184	0.0228	0.0627
Si	-0.022	-0.0594	0.0392
Si	-0.0018	-0.0234	-0.0514
Si	-0.0591	0.0196	-0.0249
Si	-0.0236	0.0029	0.0268
Si	-0.0545	-0.0105	-0.0999
Si	0.0071	-0.0167	0.0336
Si	-0.0031	0.0149	0.0925
Si	0.0189	0.0044	-0.0972
Si	-0.0217	0.0289	-0.0264
Si	0.0462	-0.0229	-0.0355
Si	-0.0378	0.0314	-0.0261
Si	0.0256	-0.0163	-0.0443
Si	0.096	0.0435	0.0037
Si	-0.0186	0.0284	-0.0483
Si	0.038	-0.0305	-0.0464
Si	0.0056	0.0655	-0.0235
Si	0.0071	-0.0268	-0.0231
Si	-0.0153	0.0101	-0.0117
Si	0.005	-0.013	-0.0282
Si	0.0137	-0.0368	-0.0188
Si	-0.0688	0.0217	-0.0066
Si	-0.0019	-0.02	-0.0143
Si	-0.031	0.013	-0.009
Si	0.0199	-0.0389	-0.0195
Si	0.0101	-0.0046	0.0252
Si	0.0274	0.0007	0.0202
Si	-0.0157	0.0291	0.0173
Si	0.0112	0.0007	0.0065
Si	-0.0054	0.0349	0.0179
Si	0.0294	-0.0188	0.0233
Si	0.0226	-0.0088	0.0309
Si	-0.0005	0.0461	0.0184
Si	-0.0347	0.0289	0.0588
Si	0.0234	-0.0411	0.0234
Si	-0.0052	-0.0831	0.034
Si	-0.0208	0.0455	0.0449
Si	-0.0035	-0.0584	0.0531
Si	-0.0325	0.0239	0.0137
Si	-0.0365	0.0193	0.031
Si	-0.0227	-0.0691	0.0126
Si	0.0281	0.0555	0.0793
Si	0.0166	-0.0088	-0.0435
Si	-0.0039	-0.0008	0.0947
Si	0.0311	0.0252	-0.0652
Si	0.0276	0.0511	-0.0698
Si	0.0447	0.0137	0.0914
Si	0.0001	-0.0035	-0.0612
Si	0.0168	0.0489	0.0721
Si	-0.0227	-0.033	-0.0633
Si	-0.0349	-0.0263	0.0897
Si	-0.0223	-0.0166	-0.049
Si	-0.0308	-0.0356	0.0692
Si	-0.0148	-0.008	0.0365
Si	-0.028	-0.0398	-0.0622
Si	-0.028	-0.0129	0.0636
Si	-0.0321	-0.0176	-0.0927
Si	0.0022	0.0181	0.0015
Si	0.0342	-0.0219	-0.0365
Si	0.0234	0.0102	-0.0042
Si	0.0063	0.0186	-0.0135
Si	0.0215	0.0109	-0.0143
Si	-0.0005	0.0199	0.002
Si	-0.006	0.0116	-0.0341
Si	0.0216	0.0128	0.0019
Si	0.0137	-0.0049	0.0299
Si	-0.0195	0.0031	0.0209
Si	-0.001	0.0114	0.0158
Si	-0.0038	-0.0188	0.0204
Si	-0.024	-0.0094	0.0115
Si	0.025	-0.0166	0.0008
Si	0.0127	-0.0107	0.0014
Si	-0.0051	0.022	0.0148
O	0.0087	-0.0105	0.0141
O	0.0145	-0.0073	0.0078
O	0.003	-0.0056	-0.0065
O	0.0007	0.0084	-0.0069
O	0.0116	0.0056	-0.013
O	0.0051	0.0112	-0.0111
O	0.0002	-0.0164	0.0094
O	0.0069	-0.022	0.0106
O	-0.0136	0.0045	-0.0144
O	0.0013	-0.0007	-0.006
O	0.0129	-0.0082	-0.0096
O	0.0019	-0.009	-0.0117
O	-0.0063	0.0032	-0.025
O	0.0046	-0.006	-0.0079
O	-0.0005	0.0076	-0.0042
O	-0.0042	0.0023	0.0022
O	-0.0046	0.003	0.001
O	0.0017	-0.0028	0.0003
O	0.0003	-0.0057	0.0063
O	0.0045	0.0135	-0.0122
O	-0.0001	0.0084	0.0063
O	0.0042	-0.0093	0.0076
O	-0.01	0.0085	0.0147
O	-0.0088	0.0183	0.0394
Si	-0.0006	0.0011	0.0134
Si	-0.0025	0.0036	0.0039
Si	0.003	0.0009	-0.0005
Si	0.0053	0.0001	0.013
Si	-0.0011	0.0068	0.0093
Si	0.0002	-0.0027	-0.0017
Si	0.0061	-0.0089	-0.0011
Si	-0.0031	0.0085	-0.0042
Si	-0.0002	0.0052	0.0073
Si	0.0004	-0.0026	-0.0004
Si	-0.0025	-0.0038	0.0075
Si	0.0003	-0.0022	-0.0045
Si	0.0036	-0.0042	0.0119
Si	0.0011	-0.0046	0.0119
Si	0.0031	-0.0033	0.0033
Si	-0.0023	0.0032	0.0003
Si	0.0003	0.0015	-0.0016
Si	0	0.0017	0.0055
Si	-0.0028	0.0031	-0.0056
Si	0.0032	-0.0113	0.0018
Si	0.0038	0.0002	0.0018
Si	0.0027	-0.0017	0.0052
Si	0.0047	0	-0.0013
Si	-0.0019	-0.0028	0
Si	-0.002	0.0009	-0.0039
Si	0.0025	-0.0004	0.0031
Si	0.0045	-0.0032	0.002
Si	-0.0013	-0.0021	0.0026
Si	0.0007	-0.0002	0.0022
Si	0.0082	-0.0113	0.0096
Si	-0.0047	-0.0067	-0.0002
Si	-0.0048	-0.0002	0.0102
Si	0.0038	0.0071	-0.0008
Si	0.0075	0.0024	-0.0036
Si	-0.0027	-0.0004	-0.004
Si	-0.0043	-0.0059	0.0063
O	0.0029	0.0015	0.0021
O	0.0001	0.0005	-0.0009
O	0.0036	-0.0027	0.0045
O	-0.0001	-0.0006	-0.0001
O	-0.0009	-0.0008	0.0002
O	0.0028	0.0019	0.0043
O	-0.0021	0.0009	0.0029
O	0.0039	-0.0024	0.0004
O	0.0005	-0.0034	0.0003
O	-0.0024	-0.0031	-0.0044
O	0.0058	0.0013	0.0026
O	0.0033	-0.0056	-0.0008
O	0.0004	0.0014	-0.0013
O	0.0026	-0.0008	0.0009
O	0.0016	0.0013	0.0047
O	-0.0012	-0.0067	0.0037
O	0.0004	0.0014	0.0023
O	-0.0013	-0.0018	-0.0024
O	-0.0053	0.0018	-0.0008
O	0.0029	-0.0045	-0.0014
O	0.0026	0.004	0.0046
O	0.0029	-0.0023	0.0037
O	0.0034	-0.0045	0.0032
O	-0.0037	0	0.001
O	-0.0015	-0.0037	-0.0007
O	-0.0039	0.0032	-0.0111
O	0.0013	0.0011	0.0013
O	0.0006	0.0009	-0.0014
O	-0.0001	0.0005	0.0008
O	-0.0003	-0.0017	0.0045
O	-0.0014	-0.0011	0.0037
O	-0.0014	-0.0016	-0.0025
O	0.0036	0.0009	0.0055
O	0.0021	-0.0036	0.0045
O	0.001	-0.0012	0.0012
O	0.0013	0.0022	0.0012
O	0.0007	-0.001	-0.0023
O	-0.0012	0.004	0.0084
O	0.0011	-0.0015	0.0014
O	0.0016	0.0045	0.0055
O	-0.0014	0.0006	-0.005
O	0	0.0005	0.0024
O	0.0018	-0.0057	0.0019
O	-0.0025	0.0009	-0.0024
O	0.0027	0.0006	0.0032
O	0.0045	0.0003	0.0037
O	-0.0001	0.0007	0.0007
O	0.0007	-0.0021	-0.0045
O	-0.0008	-0.0001	0.0042
O	-0.0006	-0.001	0.0003
O	-0.0055	-0.0042	-0.0016
O	0.0019	-0.0002	-0.0011
O	0.0005	0.0023	0.0048
O	0.0015	-0.0012	0.0024
O	0.0009	-0.0024	0.0031
O	-0.0065	0.0002	-0.0029
O	0.0013	-0.0001	0.0007
O	0.0044	0.0035	0.0038
O	0.0024	-0.0026	0.0003
O	-0.0011	-0.0005	-0.0008
O	0.0049	0.0041	-0.0062
O	-0.0031	-0.0045	-0.0074
O	0.0024	0.001	0.0021
O	-0.0011	0.003	0.001

The program warned: the cutoff lies below the one the program advises for these potential files; the forces do not sum to zero within the program's tolerance; the exchange-correlation potential is rough where the density is thin.
